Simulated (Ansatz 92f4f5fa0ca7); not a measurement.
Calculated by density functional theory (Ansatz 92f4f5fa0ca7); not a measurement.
Periodic cell of 122 atoms, Si78O44, from a study of silicon, its oxide and their interface. The atomic structure is a simulated model.

Settings: functional r2SCAN; potential files Ansatz norm-conserving; basis plane waves; wave-function cutoff 1300 eV; density cutoff ratio 4; exchange-correlation grid ratio 1; k mesh 2 x 2 x 1, shifted by 0.5 0.5 0.5 of a step; self-consistency stop 5e-08 eV per atom in the density residual; occupations Fermi-Dirac, 0.05 eV; spin none; net charge 0.

Cell vectors (angstrom)
a	10.88	0	0
b	0	10.88	0
c	0	0	17.7412

Atoms and the computed forces on them: element, x, y, z (angstrom), force x, y, z (eV/angstrom)
Si	-0.5319	0.7687	0.0763	-0.2647	0.0547	0.0824
Si	3.1322	2.422	0.5704	0.014	-0.0378	-0.9896
Si	-0.1268	6.1755	-0.3377	-0.0973	-0.3308	0.0513
Si	2.6053	8.419	-0.1082	-0.0335	0.5262	-0.0888
Si	5.4434	0.138	0.1829	-0.2962	-0.1208	-0.4005
Si	8.0797	2.1054	-0.2502	0.0563	0.4417	-0.0692
Si	4.8235	5.386	-0.8424	0.6897	-0.3786	0.0681
Si	8.3686	8.2911	0.0785	0.5449	-0.165	-0.7243
Si	1.2554	1.4151	1.5119	0.0206	0.0044	0.241
Si	4.1729	4.2876	1.3422	0.1523	0.023	0.0226
Si	1.4423	6.9532	1.2546	-0.0541	-0.0095	-0.189
Si	4.0908	9.5058	1.3584	-0.0529	0.088	-0.3068
Si	6.8544	1.2804	1.5815	0.0856	0.0367	-0.3702
Si	9.4674	4.1281	1.3571	0.2378	0.2518	-0.7807
Si	6.7271	7.0013	1.1365	-0.0889	-0.2134	-0.3009
Si	9.59	9.7994	1.3947	-0.0694	0.0271	-0.2212
Si	-0.0868	2.7544	2.8405	0.0115	-0.0411	-0.0165
Si	2.6748	-0.0183	2.7591	-0.1814	-0.052	-0.1235
Si	0.051	8.2814	2.6678	-0.008	0.0297	0.1168
Si	2.6852	5.4928	2.6752	-0.1458	-0.0889	0.0317
Si	5.5087	2.8453	2.7062	0.1844	0.1575	0.2416
Si	8.1712	-0.0483	2.9157	0.1542	-0.058	0.1723
Si	5.3994	8.1069	2.7083	-0.1696	0.0823	-0.0661
Si	8.0837	5.5877	2.587	0.0834	-0.0083	-0.018
Si	1.3521	4.12	4.1031	-0.1074	0.0988	0.0879
Si	4.0837	1.4036	4.0434	-0.1355	0.131	-0.2001
Si	1.3658	9.5241	4.1743	0.15	-0.0282	-0.2044
Si	4.0687	6.7676	4.0927	-0.0559	-0.0411	0.0887
Si	6.8791	4.1659	4.069	-0.0422	-0.1939	-0.1493
Si	9.5167	1.3485	4.2367	0.0236	-0.1132	-0.1958
Si	6.7758	9.4029	4.1556	0.0201	0.0679	-0.0787
Si	9.4861	6.8685	4.0189	0.0606	0.0872	-0.2158
Si	-0.026	-0.0568	5.5655	0.0052	0.0196	0.0207
Si	2.7354	2.7282	5.4806	-0.0344	-0.0847	-0.1589
Si	-0.061	5.4721	5.4104	0.0874	0.0101	0.1583
Si	2.7569	8.1484	5.4505	-0.1233	0.006	0.0619
Si	5.3875	-0.0415	5.3942	0.0728	0.0487	-0.0094
Si	8.1403	2.7528	5.4628	-0.006	0.0885	0.1938
Si	5.4648	5.3978	5.469	-0.1098	-0.0707	-0.1063
Si	8.1345	8.0568	5.5554	-0.0386	0.053	-0.0009
Si	1.4014	1.3056	6.8348	0.0761	-0.0144	0.0001
Si	4.1253	4.0616	6.87	-0.0148	-0.0517	0.0125
Si	1.3123	6.8528	6.75	0.0635	0.1522	-0.0679
Si	4.1553	9.4326	6.8405	-0.005	-0.1258	-0.0245
Si	6.7118	1.3607	6.7216	-0.1481	-0.0231	-0.2682
Si	9.52	4.0497	6.8494	0.1222	-0.1229	0.0031
Si	6.8058	6.6227	6.9448	0.2445	-0.0944	-0.0606
Si	9.4421	9.4615	6.9304	0.0955	-0.0974	-0.0484
Si	0.0407	2.6376	8.1797	-0.07	0.1596	0.39
Si	2.7473	-0.1203	8.1361	-0.0343	0.1221	0.0383
Si	-0.0301	8.104	8.2689	0.1818	0.0869	0.1056
Si	2.7084	5.5181	8.0501	-0.0146	0.0384	0.0841
Si	5.4595	2.6155	8.2402	-0.1765	0.0239	0.0727
Si	8.0223	0.0486	8.0858	-0.0429	-0.028	0.1037
Si	5.4308	7.9398	8.2782	0.3112	0.2563	0.3198
Si	8.1807	5.2516	8.3911	-0.0904	0.0017	0.0437
Si	1.2491	4.3031	9.3266	0.1082	-0.0003	0.4896
Si	4.2641	0.9963	9.4888	-0.2272	-0.1375	0.7931
Si	1.6032	9.2808	9.5472	0.4872	-0.2354	0.5863
Si	3.7694	6.9694	9.615	-0.2441	-0.2602	0.8127
Si	7.1294	3.4808	9.6833	0.1487	-0.1873	0.9967
Si	9.3332	1.3542	9.3985	0.159	0.3294	-0.0149
Si	6.8007	10.0711	9.9231	-0.5079	-0.2644	0.4468
Si	9.8738	6.3874	9.5708	0.1137	-0.5043	1.0389
Si	7.1704	-1.9632	12.713	-0.5596	-0.1551	0.0377
Si	11.657	2.9115	13.6639	0.0071	0.1158	0.1626
Si	0.9585	10.701	16.3374	0.043	-0.2652	-0.3112
Si	5.9092	2.8351	15.2711	0.1284	-0.1796	-0.2371
Si	2.7941	2.769	11.5176	-0.2264	0.0381	-0.0278
Si	16.4534	3.8231	12.5272	0.0562	0.0174	0.0952
Si	-1.0031	-3.037	12.2618	-0.076	-0.565	0.294
Si	-3.5263	-0.8377	15.4533	-0.1611	0.0225	0.2781
Si	9.981	0.4058	14.2592	0.169	0.1789	0.221
Si	4.9792	6.7387	12.5381	0.3147	0.1113	0.0104
Si	13.8703	2.0414	15.6044	-0.2863	0.1314	-0.2852
Si	0.5909	5.9084	14.3094	0.0288	-0.4071	0.1016
Si	3.5237	6.6738	15.2328	-0.5281	0.2232	-0.1968
Si	10.496	10	11.459	0.1824	0.6263	-0.0299
O	1.3266	-1.5144	-0.553	0.416	0.0589	0.0445
O	-0.2149	4.6854	0.3468	-0.5203	0.0386	0.3458
O	2.3312	0.5735	-1.8834	-0.1019	0.0136	0.2607
O	13.5656	3.0419	-0.8959	0.1456	-0.3328	0.1498
O	-0.0615	6.0566	-1.9538	0.1142	0.1063	0.0291
O	0.2342	4.4377	-4.0515	0.1734	0.2184	0.0284
O	-2.4899	3.6573	0.1697	0.2803	-0.3952	0.4716
O	6.0837	7.8523	-5.5545	0.1354	0.0875	0.1189
O	8.0568	-2.0554	-1.4671	-0.082	-0.0273	0.478
O	3.1826	7.9799	-1.5846	0.0605	-0.3247	0.361
O	7.168	2.2231	-1.6347	0.2654	-0.0422	0.519
O	5.5522	4.2192	-1.7216	-0.0949	0.1496	-0.0326
O	9.394	7.0156	-0.0864	-0.0307	0.0403	-0.0636
O	0.1495	5.2812	10.0835	-0.1639	0.2697	-0.872
O	4.0046	3.3727	12.4256	0.0765	-0.0606	-0.1402
O	5.3816	-0.0166	10.1606	0.2606	0.0643	-0.517
O	3.3696	1.4411	10.8071	0.1987	0.1913	-0.424
O	1.2027	9.8855	11.0456	-0.3795	0.0544	-0.4418
O	2.7013	8.1436	9.9928	-0.104	0.0883	-0.3429
O	4.1985	6.4243	11.1397	-0.1771	0.2429	-0.5436
O	2.1427	2.8163	14.49	0.0794	-0.1594	-0.0519
O	6.3201	3.7428	11.0991	0.212	-0.067	-0.4566
O	6.5047	-2.3223	9.3921	-0.2264	0.1676	-0.2082
O	-2.3435	0.2124	14.9848	0.0092	-0.1967	-0.0535
O	15.4327	1.9255	15.1852	0.0132	0.2054	0.119
O	8.5534	8.2014	13.1542	0.1955	-0.0308	-0.0871
O	7.4345	9.9175	11.444	-0.0056	0.035	-0.2581
O	9.329	6.8988	11.0434	0.2385	0.1614	-0.2603
O	-0.8713	0.0147	12.7169	0.0791	-0.1262	-0.2465
O	10.9305	7.0331	13.2605	-0.3525	0.3325	-0.331
O	10.4877	1.9689	14.3031	-0.0199	-0.3669	-0.0983
O	6.6059	-1.2696	14.0777	0.3397	0.016	-0.0975
O	6.2039	-0.2678	16.4783	-0.3011	0.115	0.6367
O	4.2154	7.2714	13.8729	0.012	-0.236	0.0743
O	2.1848	5.9693	14.6069	0.2021	0.1774	0.0967
O	16.8717	6.4109	17.4842	-0.2729	-0.0387	0.4417
O	1.3322	2.4418	12.2023	0.1994	0.0292	0.0337
O	8.346	13.3166	10.2093	-0.1687	-0.077	-0.7689
O	6.3496	2.9991	13.7035	-0.2834	0.1143	0.1695
O	5.6556	-5.524	13.021	-0.1315	-0.0017	-0.1406
O	2.4028	3.8809	10.4169	-0.1612	-0.1161	-0.1361
O	4.2745	1.3065	17.748	-0.2112	0.2681	0.3813
O	0.1768	-0.5884	14.9711	-0.1212	0.115	-0.1267
O	9.9329	10.9477	10.2256	0.0325	0.0228	0.3129

Results
free energy: -29613.507 eV
free energy less fixed offsets of O -463.61, Si -117.95 eV per atom: -14.567 eV
pressure: -0.93 GPa
stress xx, yy, zz, yz, xz, xy (GPa, positive in tension): 1.2, -0.79, 2.38, -1.78, 0.2, -1.12
